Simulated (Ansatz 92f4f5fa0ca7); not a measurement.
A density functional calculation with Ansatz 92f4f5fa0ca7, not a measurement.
Periodic cell of 219 atoms, Si133O78H8, from a study of silicon, its oxide and their interface. The atomic structure is a simulated model.

Settings: functional r2SCAN; potential files Ansatz PAW; basis plane waves; wave-function cutoff 800 eV; density cutoff ratio 5; exchange-correlation grid ratio 1; k mesh 1 x 1 x 1, Gamma-centred; self-consistency stop 5e-08 eV per atom in the density residual; occupations fixed; spin none; net charge 0.

Cell vectors (angstrom)
a  10.938  0  0
b  0  10.938  0
c  0  0  31.5446

Atoms and the computed forces on them: element, x, y, z (angstrom), force x, y, z (eV/angstrom)
Si  0.5111  10.5027  24.2279  -0.0127  -0.0243  0.0083
Si  6.136  10.5027  23.9356  0.0435  0.021  0.0219
Si  2.2532  3.2153  24.1814  0.0096  0.0015  -0.0003
Si  7.7442  3.2813  24.1817  0.0091  0.0009  -0.0017
Si  0.5328  4.9758  24.1574  0.0009  -0.0029  0.0001
Si  5.9761  4.9865  24.1754  -0.005  -0.0029  0.0114
Si  2.3425  8.7454  24.0365  0.0105  0.0178  0.0025
Si  7.7369  8.6198  24.0907  -0.0176  0.0246  -0.011
Si  1.3933  1.3851  25.4576  0.0065  0.0265  -0.0137
Si  6.8775  1.3761  25.3368  -0.0038  -0.0169  0.0091
Si  4.1198  4.0922  25.3833  -0.0058  0.0024  -0.0077
Si  9.6053  4.1308  25.3987  -0.0078  0.0132  -0.0042
Si  1.4458  6.8652  25.3106  -0.017  -0.0122  0.0079
Si  6.8459  6.8403  25.4005  -0.001  -0.0096  -0.0026
Si  4.1842  9.6478  25.2489  -0.0007  0.0041  0.0078
Si  9.5931  9.5236  25.3527  0.0053  0.0046  0.0291
Si  2.8202  0.0271  26.7497  -0.0294  -0.048  -0.0355
Si  8.2534  0.0133  26.7385  -0.0209  -0.0121  -0.0293
Si  -0.0414  2.7053  26.7851  0.0004  0.0017  -0.0093
Si  5.4418  2.6732  26.747  0.0109  0.008  -0.0042
Si  2.7902  5.5111  26.7474  -0.0067  -0.0085  -0.0134
Si  8.2515  5.5137  26.7732  -0.0053  -0.0195  -0.0132
Si  -0.0025  8.1404  26.7367  0.0232  0.0217  -0.0207
Si  5.4282  8.2002  26.7265  0.0104  0.0118  -0.0084
Si  4.1018  1.3673  28.1264  0.1615  -0.0377  0.591
Si  9.5708  1.3673  28.1264  -0.0995  -0.1392  0.4794
Si  1.3673  4.1018  28.1264  0.0433  0.1498  -0.3531
Si  6.8362  4.1018  28.1264  0.0362  -0.0913  -0.4419
Si  4.1018  6.8362  28.1264  0.0496  0.2563  0.3075
Si  9.5708  6.8362  28.1264  0.2265  0.0709  0.5169
Si  1.3673  9.5708  28.1264  0.1832  -0.0757  -0.5186
Si  6.8362  9.5708  28.1264  -0.0051  0.0516  -0.4365
Si  0  0  29.4936  -0.0189  0.0646  -0.0302
Si  5.469  0  29.4936  -0.0137  0.0787  0.0208
Si  2.7345  2.7345  29.4936  0.0462  -0.0091  -0.0363
Si  8.2035  2.7345  29.4936  -0.0227  -0.0529  -0.0059
Si  0  5.469  29.4936  -0.0142  0.0516  0.0224
Si  5.469  5.469  29.4936  0.0152  0.0594  -0.0318
Si  2.7345  8.2035  29.4936  0.0037  -0.0254  0.0036
Si  8.2035  8.2035  29.4936  0.0608  0.015  -0.0357
Si  1.3673  1.3673  30.8609  0.0121  0.0078  -0.01
Si  6.8362  1.3673  30.8609  0.0278  0.0075  -0.0046
Si  4.1018  4.1018  30.8609  -0.0575  -0.0253  -0.0141
Si  9.5708  4.1018  30.8609  -0.0032  -0.0443  -0.0167
Si  1.3673  6.8362  30.8609  0.0241  0.0102  -0.0048
Si  6.8362  6.8362  30.8609  0.0324  -0.0107  -0.007
Si  4.1018  9.5708  30.8609  -0.0131  -0.0334  -0.0167
Si  9.5708  9.5708  30.8609  -0.0182  -0.0191  -0.0034
Si  2.7345  0  0.6835  0.0417  0.0246  0.0104
Si  8.2035  0  0.6835  0.0171  0.054  0.0048
Si  0  2.7345  0.6835  -0.0339  0.0039  0.0213
Si  5.469  2.7345  0.6835  -0.0071  -0.0177  0.0039
Si  2.7345  5.469  0.6835  0.0191  0.0314  -0.0015
Si  8.2035  5.469  0.6835  0.0213  0.021  0.0121
Si  0  8.2035  0.6835  -0.0075  -0.0413  0.0087
Si  5.469  8.2035  0.6835  -0.0455  0.0185  0.0161
Si  4.1018  1.3673  2.0507  -0.0396  0.034  0.0238
Si  9.5708  1.3673  2.0507  -0.0715  -0.0486  0.0098
Si  1.3673  4.1018  2.0507  0.0562  -0.0284  -0.0061
Si  6.8362  4.1018  2.0507  0.0278  -0.0583  0.0161
Si  4.1018  6.8362  2.0507  -0.0773  -0.0566  -0.001
Si  9.5708  6.8362  2.0507  -0.0113  0.023  0.026
Si  1.3673  9.5708  2.0507  0.0013  -0.0192  0.0328
Si  6.8362  9.5708  2.0507  0.057  -0.014  -0.006
Si  0  0  3.418  -0.2197  -0.1249  0.381
Si  5.469  0  3.418  0.0398  -0.0219  0.3756
Si  2.7345  2.7345  3.418  0.0368  0.0983  -0.6773
Si  8.2035  2.7345  3.418  -0.1968  -0.0798  -0.5044
Si  0  5.469  3.418  0.0031  0.0581  0.3959
Si  5.469  5.469  3.418  -0.1006  0.1253  0.5683
Si  2.7345  8.2035  3.418  -0.0418  -0.2761  -0.2624
Si  8.2035  8.2035  3.418  -0.0476  0.0118  -0.4404
Si  1.3923  1.4091  4.7423  -0.0019  -0.0059  -0.0011
Si  6.8527  1.4112  4.8034  -0.0189  -0.0165  0.0189
Si  4.0366  4.0727  4.7959  0.0065  0.0084  0.0013
Si  9.518  4.0721  4.7667  0.0161  0.0338  0.0197
Si  1.3794  6.8714  4.8304  -0.0163  -0.0175  0.0192
Si  6.8689  6.8996  4.8103  -0.0084  0.0066  -0.0008
Si  4.0942  9.5029  4.7838  0.0351  0.0034  0.0192
Si  9.5094  9.5236  4.8158  0.0065  0.0052  0.0124
Si  2.6935  -0.038  6.0586  -0.0271  -0.0154  0.0068
Si  8.168  0.0004  6.205  0.0056  0.0064  -0.0021
Si  -0.0208  2.7192  6.1097  -0.0091  -0.0127  0.011
Si  5.4108  2.73  6.1826  -0.0025  0.0013  -0.0015
Si  2.6978  5.4394  6.226  0.0067  0.006  -0.0006
Si  8.1792  5.4613  6.1623  -0.0039  -0.0091  0.0014
Si  -0.0645  8.1715  6.2452  0.0079  0.006  -0.0046
Si  5.5004  8.2289  6.2687  -0.008  0.008  -0.0083
Si  4.4372  0.8698  7.352  0.0134  0.0164  0.03
Si  10.063  0.876  7.3643  -0.0036  0.0042  -0.0007
Si  0.7961  4.5159  7.4328  0.0135  0.0048  0.0041
Si  6.3223  4.5805  7.3775  -0.0063  -0.0036  0.0088
Si  4.5891  6.3255  7.4009  -0.009  -0.0036  0.0248
Si  9.9697  6.2922  7.5114  -0.0018  0.0088  -0.0056
Si  0.8621  10.0686  7.3604  0.0012  -0.0116  0.0102
Si  6.3187  10.1716  7.5545  -0.0216  -0.0234  0.019
H  9.7656  1.2405  8.7837  0.0057  -0.0035  -0.0268
H  1.2488  9.7923  8.7774  -0.0029  0.0063  -0.028
H  4.2724  6.6307  8.8274  0.0048  0.0021  -0.0222
H  6.6865  4.2533  8.7882  -0.0033  0.0014  -0.0238
O  9.4912  6.4963  9.0851  -0.0053  -0.0041  0.0355
O  0.9659  3.9001  8.954  0.0311  0.0034  0.072
O  3.676  1.1229  8.7898  0.007  0.019  0.0613
O  6.7029  10.1212  9.1746  0.012  -0.0081  0.059
H  0.1742  5.2709  22.7387  0.0047  0.0018  0.02
H  2.585  2.8404  22.7768  -0.0046  -0.0005  0.011
H  5.6465  5.3262  22.7583  0.0058  -0.0043  0.0205
H  8.0922  2.9936  22.765  -0.0023  -0.0046  0.0084
O  10.984  0.1664  22.7841  -0.0199  0.0232  -0.0595
O  2.8875  8.4487  22.4924  -0.0194  0.0079  -0.0813
O  6.1453  10.9045  22.2906  0.0343  0.0213  -0.0819
O  7.9153  8.0941  22.532  0.0146  0.0026  -0.0633
Si  3.985  10.5642  18.9982  0.0121  -0.0094  0.0046
Si  8.3242  7.7786  21.0177  0.0109  0.0014  0.0595
Si  6.5715  4.8277  17.9196  0.0284  -0.0009  0.0291
Si  3.9649  9.3174  14.5862  -0.0141  -0.0082  -0.0039
Si  10.9257  9.2133  19.9254  -0.0157  -0.0106  0.02
Si  3.5809  1.4794  10.3474  0.0177  0.0159  -0.0821
Si  2.6896  1.3536  16.9149  0.0026  -0.0059  0.0106
Si  9.2465  5.5694  19.4321  0.0246  -0.0128  0.0167
Si  4.9365  7.7772  12.0989  -0.0103  -0.0011  -0.0233
Si  8.9966  6.9987  10.537  -0.0186  0.0109  -0.0395
Si  7.7216  1.4339  15.5918  -0.0139  -0.0189  -0.0045
Si  7.1277  0.5184  21.0969  0.0044  -0.0078  0.0834
Si  2.5732  7.4251  16.4193  0.0139  0.0031  -0.009
Si  10.2348  0.6654  21.4713  -0.0084  0.0094  0.0745
Si  10.6218  7.7046  17.4427  -0.0255  -0.003  -0.0087
Si  3.9299  6.4489  18.8691  -0.0158  0.0084  0.0187
Si  2.4779  6.264  12.0455  0.0124  0.01  -0.0217
Si  5.8604  2.5909  11.964  0.0209  0.0099  -0.043
Si  0.1951  8.2276  12.5264  0.0151  -0.005  -0.0305
Si  6.9567  5.3206  12.1902  -0.0184  0.003  -0.031
Si  1.4732  3.8022  10.4726  0.0151  -0.0088  -0.0798
Si  6.7519  9.7405  16.1044  0.0248  0.0124  -0.0049
Si  2.9791  4.9661  14.6283  0.0153  0.0299  -0.0074
Si  8.9128  8.2153  14.8518  -0.0182  -0.0008  0.0331
Si  -0.0819  4.0849  15.0041  -0.0058  -0.016  0.0158
Si  2.1172  10.8  12.5288  -0.002  0.0054  -0.0289
Si  5.5027  2.4118  19.5257  0.0044  0.0017  0.021
Si  7.9539  5.3774  15.012  -0.0023  0.0073  -0.0197
Si  6.6394  9.2084  18.9852  0.0015  0.0063  0.0162
Si  10.965  2.9682  19.8485  0.0025  0.0543  0.0706
Si  4.8695  2.4876  14.9495  0.0162  0.0009  -0.0137
Si  2.9311  3.5826  19.1758  -0.006  0.0084  0.0257
Si  2.8002  8.4929  20.8793  -0.0092  0.0104  0.0269
Si  10.6603  2.08  16.9561  0.011  0.0324  0.0037
Si  6.9808  9.4663  10.6305  -0.0105  -0.0146  -0.0759
Si  0.037  2.0847  12.6309  -0.0175  -0.0119  -0.0191
Si  8.2267  0.8404  12.49  0.0009  0.0199  -0.0081
O  8.8414  6.2591  20.8434  0.0093  0.0197  -0.094
O  4.8319  0.9879  19.1641  -0.0061  0.0099  0.0041
O  9.9335  6.6038  18.3963  -0.0069  -0.0049  0.0147
O  6.0517  6.6397  12.2287  -0.0012  -0.0093  0.01
O  0.3527  3.1301  11.4335  0.0253  -0.0229  0.049
O  5.2285  9.7377  15.5292  -0.0005  -0.0169  -0.0081
O  7.1112  8.8842  17.4537  -0.0294  0.0478  0.0103
O  10.4732  2.235  21.1938  0.0367  -0.0131  -0.1054
O  6.0742  3.292  18.2597  -0.0181  0.0061  0.0323
O  5.0591  9.3909  18.7334  0.0171  0.0423  0.0156
O  8.0204  0.884  14.0989  -0.0005  0.0279  0.0028
O  7.0972  0.307  16.5574  0.0042  -0.0234  -0.0478
O  2.9198  2.7015  17.8067  -0.0045  -0.0106  0.0146
O  3.5697  7.263  11.3692  0.0068  -0.0188  0.0846
O  0.0643  3.5982  16.5349  -0.0172  -0.0347  -0.0522
O  2.788  2.8728  10.564  -0.0312  -0.02  0.0061
O  8.637  0.492  21.6726  0.0104  0.0015  -0.0664
O  1.3284  1.191  13.0262  -0.0244  -0.0075  -0.0268
O  7.8965  4.9907  18.8016  0.0378  0.0382  -0.0149
O  1.326  7.0976  12.8457  0.0075  -0.0008  -0.0231
O  10.5066  2.9103  13.9428  0.0364  0.0081  -0.0126
O  9.1815  1.7885  16.2774  0.0001  0.0046  -0.0006
O  6.4297  2.4706  15.4989  -0.0185  -0.0304  -0.0152
O  4.5435  8.18  13.6086  -0.0038  0.022  -0.0271
O  7.3029  4.7173  13.6766  0.0085  0.0405  -0.0018
O  3.732  7.2709  20.2818  -0.0132  0.0075  -0.0693
O  1.2265  8.3325  20.4931  -0.0111  0.0478  -0.0418
O  2.9736  10.9264  17.7762  0.0342  0.0354  0.0196
O  5.0496  2.2558  13.3454  0.0146  0.0227  0.0319
O  4.2511  3.2868  20.0924  -0.0059  -0.0143  -0.0922
O  7.7927  9.3707  14.9196  0.0103  -0.0408  0.0629
O  7.3901  2.0923  11.9392  -0.0349  -0.0307  0.0453
O  10.5434  2.0606  18.5647  0.0215  0.0319  -0.0214
O  10.0464  8.4377  13.7189  -0.0031  -0.0151  0.0071
O  1.026  7.1364  16.7527  -0.0213  0.0461  0.0201
O  1.8002  5.319  10.9353  0.0136  -0.0445  0.0528
O  9.6414  8.1313  16.266  0.0332  -0.0286  0.0131
O  10.2892  7.6749  11.2603  -0.0208  -0.0077  0.0468
O  5.0924  1.7376  10.8395  -0.0467  0.0163  0.055
O  1.0877  1.254  16.4942  0.0102  0.0333  0.0265
O  2.7777  8.7652  15.543  0.0454  -0.0346  0.0005
O  3.8199  1.4522  15.7092  -0.0076  0.0347  0.0214
O  5.4156  5.8897  18.4228  -0.0175  -0.0101  -0.0076
O  10.9458  10.7916  20.2536  -0.0199  -0.0445  -0.0056
O  7.7296  10.4417  11.7068  -0.0046  0.0044  0.0073
O  8.3194  5.7505  11.3742  -0.031  0.0342  0.03
O  10.2953  4.4135  19.7488  -0.0335  -0.0369  -0.0296
O  6.6495  2.0204  20.618  -0.0308  -0.0326  -0.0597
O  3.2078  6.2003  15.611  -0.0352  0.0051  -0.0015
O  7.1746  10.5394  19.7491  -0.0278  -0.0379  -0.019
O  2.9322  5.1649  18.8491  0.0336  -0.0162  0.0081
O  6.0108  4.1575  11.5524  0.0316  -0.0114  0.064
O  3.2069  9.98  20.3043  0.0141  -0.0172  -0.0458
O  1.0311  9.6041  12.2777  0.014  -0.0063  0.0363
O  2.8575  0.2564  11.1364  -0.0092  0.0227  0.0595
O  3.2471  10.4299  13.6398  -0.0088  -0.0287  0.0013
O  7.0881  7.9947  19.9661  0.0135  0.0572  -0.0344
O  10.9131  9.0314  18.3206  -0.0099  -0.0656  0.0119
O  4.0823  3.8959  15.1214  -0.0161  -0.0215  -0.0122
O  7.9554  6.9401  14.6482  0.0364  -0.0162  0.0097
O  3.401  7.5269  17.7892  -0.0134  -0.043  -0.0127
O  7.0733  5.0605  16.3617  0.0105  0.0046  0.0054
O  7.884  8.1545  10.3708  0.0206  0.0162  0.0586
O  1.6195  3.1686  19.9986  -0.0361  0.0147  -0.0611
O  9.5583  8.7233  20.6132  0.0204  -0.008  -0.0451
O  9.7926  1.0786  12.1723  0.0037  0.0433  0.0516
O  1.388  4.6236  14.6141  -0.013  -0.0109  0.0233
O  3.3055  5.3452  13.0943  -0.0453  0.0218  0.0084
O  5.5526  9.0184  11.2672  0.0334  -0.0226  0.0427
O  9.5489  5.0385  15.0679  -0.0005  -0.0211  -0.006

Results
free energy: -129686.999 eV
free energy less fixed offsets of H -15.71, O -570.45, Si -639.56 eV per atom: -4.739 eV

The program warned: the cutoff lies below the one the program advises for these potential files; the forces do not sum to zero within the program's tolerance; empty levels may hold ghost states of the PAW files; the exchange-correlation potential is rough where the density is thin.
